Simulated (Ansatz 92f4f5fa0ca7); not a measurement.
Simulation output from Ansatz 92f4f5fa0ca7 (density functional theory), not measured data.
Periodic cell of 209 atoms, Si128O81, from a study of silicon, its oxide and their interface. The atomic structure is a simulated model.
This geometry differs little from another in the collection (a relaxation step or a small displacement).

Settings: functional r2SCAN; potential files Ansatz PAW; basis plane waves; wave-function cutoff 800 eV; density cutoff ratio 5; exchange-correlation grid ratio 1; k mesh 1 x 1 x 1, shifted by 0.5 0.5 0 of a step; self-consistency stop 1e-10 eV per atom in the density residual; occupations fixed; spin none; net charge 0.

Cell vectors (angstrom)
a  10.88  0  0
b  0  10.88  0
c  -4.3201  2.2582  30.3994

Atoms: element, x, y, z (angstrom)
Si  5.5186  3.2397  16.9437
Si  5.7192  4.6395  21.4485
Si  7.9566  3.1918  -5.5211
Si  0.0221  3.7777  -6.2494
Si  5.5186  4.6311  -4.5845
Si  8.3832  -3.5664  -1.5033
Si  2.9492  5.0607  16.9733
Si  6.3278  4.8558  -1.6943
Si  1.3204  2.0074  -4.2969
Si  4.9695  4.5711  1.1435
Si  3.1567  0.0234  -6.8821
Si  8.6136  -2.3732  1.3647
Si  2.2584  -2.8138  1.7555
Si  3.1374  2.9536  1.5194
Si  11.6668  6.1319  1.5291
Si  -0.1967  -0.1018  1.6671
Si  4.1664  1.3052  2.8083
Si  6.7443  3.814  2.5074
Si  3.9135  -3.9488  2.8941
Si  6.8924  -1.3759  2.6877
Si  9.301  1.3826  2.7223
Si  12.3826  4.1949  2.7238
Si  9.6684  6.825  2.642
Si  1.2128  -1.289  3.0696
Si  2.7509  0.0273  4.1753
Si  5.4985  2.6611  4.1604
Si  2.7252  -5.4199  4.2746
Si  5.4877  -2.6954  4.0609
Si  8.122  -0.0177  4.1785
Si  10.8291  2.7996  3.9317
Si  8.1584  5.362  3.8207
Si  10.8028  -2.7722  4.2863
Si  4.1171  -1.3649  5.4852
Si  6.8053  1.3324  5.5594
Si  4.1259  -6.8266  5.4853
Si  6.8359  -4.1538  5.3033
Si  9.4641  -1.3642  5.5398
Si  1.3068  1.4296  5.3709
Si  9.4931  4.1059  5.359
Si  12.2203  6.7947  5.6022
Si  5.4235  -0.0136  6.8908
Si  8.1983  2.7361  6.8172
Si  5.4915  -5.4393  6.765
Si  8.1058  -2.7859  6.7706
Si  0.0071  0.0326  6.7739
Si  2.685  2.7267  6.7705
Si  10.8209  5.4092  6.8461
Si  2.7478  -2.7051  6.8751
Si  4.015  1.3787  8.1611
Si  6.8101  4.1026  8.1585
Si  4.1334  -4.1098  8.167
Si  6.7959  -1.4332  8.1697
Si  9.5562  1.3563  8.1733
Si  1.3562  4.0533  8.165
Si  9.4705  -4.0728  8.1663
Si  1.346  -1.3087  8.165
Si  2.6797  0.0417  9.5459
Si  5.3984  2.7506  9.4779
Si  2.7445  -5.4729  9.4985
Si  5.4641  -2.762  9.5606
Si  8.1909  -0.0647  9.4803
Si  10.9211  2.689  9.5495
Si  8.1265  5.474  9.5429
Si  10.8452  -2.6947  9.486
Si  4.062  -1.3617  10.7943
Si  6.7693  1.3187  10.7123
Si  4.0774  4.075  10.9379
Si  6.8015  -4.0848  10.9974
Si  9.5192  -1.3837  10.9412
Si  1.365  1.3634  10.9991
Si  9.5321  4.0996  10.7892
Si  1.3609  -4.0708  10.7587
Si  5.4124  0.0113  12.0998
Si  8.1325  2.6886  11.992
Si  5.4123  5.4344  12.3468
Si  8.1646  -2.7118  12.3817
Si  0.0024  -0.0448  12.3339
Si  2.7373  2.7414  12.3725
Si  10.8901  5.4765  12.1157
Si  2.7012  -2.7177  12.1008
Si  4.149  1.2901  13.6281
Si  6.8492  3.9381  13.4865
Si  3.9866  -3.9911  13.5897
Si  6.7134  -1.2503  13.5832
Si  -1.4531  1.42  13.4616
Si  1.3281  4.2119  13.5945
Si  8.6671  4.8345  14.6482
Si  1.4333  -1.4544  13.6125
Si  3.1736  -0.4579  14.878
Si  5.9362  2.2259  14.8499
Si  2.2526  -4.9089  14.9066
Si  4.9102  -2.1949  14.8068
Si  7.6908  0.5372  14.7705
Si  -0.4821  3.1661  14.6711
Si  9.6112  -4.1383  13.6449
Si  0.2615  -4.4902  -7.6695
Si  0.4711  -4.7004  -1.6002
Si  6.5967  -2.9452  17.267
Si  0.522  -3.2133  14.9239
Si  0.1908  -2.1126  16.9852
Si  2.7586  -4.3328  19.805
Si  5.6158  -3.6237  20.1352
Si  7.9707  5.0652  16.8208
Si  4.8966  -2.0847  -7.9074
Si  8.4901  -0.3956  16.748
Si  0.0878  3.1979  -1.902
Si  4.7468  0.8905  18.9799
Si  9.9597  4.3207  19.0695
Si  4.2307  1.8328  -4.4958
Si  7.7509  0.3062  19.4761
Si  8.0278  2.3068  -1.1014
Si  7.4151  -2.1783  -4.081
Si  3.5614  -0.9622  -0.5539
Si  6.9994  0.8939  -3.5607
Si  3.3266  1.3835  21.8019
Si  9.4152  -2.1954  -6.4199
Si  7.506  1.9302  1.2122
Si  1.1273  -0.9625  -5.061
Si  10.8349  -3.697  19.6484
Si  2.5047  -0.1113  17.1397
Si  8.0645  2.9114  21.1055
Si  9.2983  -1.6466  21.1896
Si  5.7194  0.1847  1.398
Si  4.769  -3.4508  -5.0165
Si  3.4389  4.4181  21.9152
Si  1.9363  1.6181  -0.0028
Si  0.8852  2.6374  17.4315
Si  2.5442  -2.6262  -2.948
O  5.3584  4.8383  -0.4129
O  9.5086  3.6082  -5.4532
O  5.0402  2.2499  18.1411
O  9.7318  -1.2335  0.9302
O  8.316  0.6475  17.9946
O  4.5589  -4.8243  1.6566
O  10.7541  2.6004  16.1761
O  4.9009  -5.0131  -5.3999
O  7.6188  -1.7317  17.0381
O  6.342  -2.9204  21.3683
O  10.5065  -3.0437  18.1955
O  10.6312  -1.5539  -5.6029
O  4.0205  -3.4305  20.2455
O  10.7871  -5.3088  19.6511
O  7.0767  4.4326  -4.9769
O  6.4847  3.257  21.0991
O  9.5554  2.8658  -1.1907
O  7.2158  -0.5837  -4.1565
O  7.5086  2.8595  -7.0379
O  2.359  -1.1615  -6.0982
O  2.0001  3.7792  17.2406
O  0.7621  -5.0977  -0.0688
O  10.0292  -3.398  -7.2894
O  3.5379  -1.7765  -1.9679
O  9.7982  -3.1236  20.7484
O  0.6772  0.7793  0.6084
O  4.2331  -0.616  -7.8888
O  6.1409  0.1748  19.3841
O  7.3221  -4.3442  16.9656
O  1.2535  3.1677  -5.4122
O  2.0984  0.3452  21.9845
O  8.0432  -2.9471  -0.0503
O  0.1815  2.2742  -3.2055
O  3.9394  0.9613  -5.8276
O  7.4374  -4.8611  -1.6642
O  3.4282  -3.2595  -4.1401
O  1.6279  1.2082  17.5483
O  5.9247  -5.2196  20.1835
O  2.8008  0.4615  -0.7634
O  0.2827  4.7483  -2.3477
O  5.3895  1.1888  -3.556
O  4.4581  4.4708  16.7967
O  6.9358  3.9219  17.3538
O  2.8072  -1.9983  0.4333
O  3.848  -0.1068  18.0669
O  2.8333  2.9143  21.9645
O  1.5999  -1.4317  17.4685
O  1.4883  -3.3638  20.0236
O  3.9437  1.2259  20.327
O  5.3102  -2.7399  16.3124
O  9.2961  4.9007  17.7242
O  0.0264  3.0394  18.7512
O  5.3998  4.975  -3.006
O  7.6868  1.0272  -2.0811
O  2.6513  5.2421  20.7611
O  5.032  -0.5555  0.0531
O  10.6231  -0.7761  21.492
O  4.7024  3.2988  -4.9648
O  0.905  0.6193  -4.9666
O  1.322  2.759  -0.9673
O  8.3043  -2.6747  -5.3448
O  1.7612  -3.9173  -7.9137
O  8.4424  -1.0706  19.9453
O  10.7883  3.0346  -7.67
O  6.0083  -2.9568  -4.1109
O  7.0864  3.4453  -1.7569
O  8.2016  1.4018  20.5674
O  6.1296  -2.9473  18.7917
O  8.7597  -1.1461  -7.4548
O  1.6804  -3.7951  -2.2023
O  8.0969  -2.4983  -2.6646
O  4.8223  -2.6482  -6.4034
O  7.7252  1.9118  -4.5763
O  2.8868  -4.8126  18.2526
O  0.3394  5.3362  -6.4604
O  8.836  3.9178  20.1304
O  1.4821  -1.6063  -3.6268
O  10.0432  -0.8794  16.6731
O  9.95  -3.9132  -1.6453
O  2.0988  0.8271  -7.8015
O  2.825  1.9412  -3.6864

Results
free energy: -128076.072 eV
free energy less fixed offsets of O -570.45, Si -639.56 eV per atom: -5.942 eV

Forces (eV/angstrom), in the order of the atoms: element, x, y, z
Si  -0.0039  -0.004  0.0317
Si  -0.0042  -0.0023  0.0181
Si  0.0013  0.0028  -0.0026
Si  0.0012  0.0016  0.0031
Si  -0.0017  -0.0017  -0.0203
Si  0.002  0.0005  -0.0364
Si  0.0066  -0.0083  0.0423
Si  -0.0007  0.0092  -0.0344
Si  0.0026  -0.0036  -0.022
Si  0.0081  0.0062  -0.0367
Si  0.0011  -0.0023  0.012
Si  -0.0002  -0.0057  -0.0324
Si  0.0001  0.0047  -0.0218
Si  -0.0039  -0.001  0.0008
Si  -0.0007  -0.0029  -0.0173
Si  -0.0002  0.0021  -0.0253
Si  0.0079  0.0051  -0.0002
Si  -0.0015  -0.0131  0.0012
Si  0.0057  -0.0091  -0.0048
Si  0.0013  0.0046  0.0044
Si  -0.0079  0.0015  -0.0084
Si  0.0007  -0.0045  -0.0049
Si  0  -0.0021  0.0006
Si  0.0004  0.0032  0.0035
Si  0.0018  -0.003  0.0001
Si  0.0006  0.0025  -0.0061
Si  0.0043  -0.0029  -0.0049
Si  0.0008  -0.0037  -0.0078
Si  0.0004  0.0012  0.0015
Si  -0.0029  -0.002  0.0012
Si  0.0039  -0.0008  -0.0001
Si  -0.0036  -0.0012  0.0045
Si  -0.0009  0.0009  -0.0016
Si  0.0027  -0.0007  -0.001
Si  -0.0037  -0.002  -0.0001
Si  0.0001  -0.0021  -0.0004
Si  0.0015  0.001  0.0011
Si  0  0.0032  -0.0025
Si  0.0008  0.0024  -0.0011
Si  0.0026  -0.0009  0.0064
Si  -0.0014  -0.0003  -0.0018
Si  0.0006  0.0013  0.0007
Si  0.003  0.004  -0.0001
Si  -0.0032  -0.0004  -0.0018
Si  -0.0026  0.0005  0.0022
Si  -0.0062  -0.0018  0.0005
Si  -0.0008  -0.0038  0.0043
Si  -0.001  0.0019  0.001
Si  0.0011  -0.0019  0.0006
Si  0.0008  0.0014  -0.0019
Si  0.0017  -0.0019  -0.0009
Si  0.001  -0.0019  -0.0021
Si  0.0036  -0.001  -0.0014
Si  -0.0018  -0.0023  -0.0005
Si  -0.0016  -0.0042  -0.0004
Si  0.0021  -0.0015  0.0006
Si  -0.004  -0.003  0.0008
Si  -0.0033  0.0014  -0.001
Si  0.0031  -0.0033  -0.0004
Si  -0.0011  -0.0008  0.0017
Si  0.0013  -0.0005  -0.0013
Si  0.0006  -0.0007  0.0035
Si  -0.0004  0.0028  0.0015
Si  -0.0033  0.0036  0.0007
Si  -0.0041  0.0002  0.0003
Si  -0.0032  -0.0008  -0.0003
Si  0.0015  -0.0003  0.0011
Si  0.0008  -0.0031  -0.0004
Si  0.0017  -0.003  0.0013
Si  0.0009  -0.0033  0
Si  -0.0026  0.0008  -0.0004
Si  -0.0006  0.0006  0.0012
Si  0.0001  0.0015  0.0025
Si  0.0007  -0.0023  0.0073
Si  -0.004  -0.0027  -0.0035
Si  0.0033  -0.0005  0.0055
Si  0.0007  -0.0025  -0.0032
Si  0.0021  0.001  0.0049
Si  -0.0021  0.0003  0.0043
Si  0.0006  -0.0013  0.0047
Si  0.0013  -0.0003  0.002
Si  -0.0008  -0.0041  -0.0071
Si  -0.0019  0.0025  -0.0072
Si  -0.0013  0.0028  -0.0024
Si  -0.0034  0.0025  -0.005
Si  0.0015  0.005  -0.0016
Si  0  0.0013  0.0006
Si  -0.0011  -0.0022  -0.0004
Si  -0.0025  -0.0002  0.003
Si  -0.0001  0.0004  0.0027
Si  0.001  -0.0055  -0.0026
Si  0.0054  -0.0022  0.008
Si  -0.001  -0.0009  0.004
Si  0.0065  -0.0009  0.0136
Si  0.005  0.0004  -0.0018
Si  -0.0007  0.0009  0.0202
Si  0.0034  0.0073  -0.0362
Si  -0.0016  0.0004  0.0301
Si  -0.0013  0.0007  0.0025
Si  -0.0071  -0.0007  0.0243
Si  0.003  0.0024  0.0387
Si  -0.0038  -0.0124  0.0325
Si  0.0019  0.0034  0.033
Si  -0.0002  0.0039  0.0142
Si  -0.0017  -0.0022  0.0362
Si  0.0002  -0.0052  -0.0369
Si  0.005  -0.0016  0.0347
Si  -0.0034  0.001  0.0432
Si  -0.001  0.0043  -0.0154
Si  0.005  -0.0036  0.0392
Si  -0.0006  -0.0048  -0.0453
Si  -0.0067  -0.0028  -0.0204
Si  -0.0027  -0.0058  -0.0449
Si  -0.0051  -0.0058  -0.0339
Si  -0.0077  0.0024  0.03
Si  0.0047  -0.0008  0.0074
Si  0.0067  0.0111  -0.0075
Si  -0.0039  0.0035  -0.0088
Si  0.0038  -0.0029  0.0337
Si  0.0001  0.0029  0.0379
Si  -0.0046  0.0011  0.0238
Si  0.0013  0.0035  0.0243
Si  -0.0054  -0.0208  -0.0268
Si  0.0034  -0.0025  -0.0062
Si  0.0072  -0.0046  0.013
Si  -0.009  -0.0027  -0.0357
Si  0.0096  -0.0016  0.0417
Si  -0.004  -0.0036  -0.0335
O  -0.0124  -0.0045  0.0513
O  -0.0012  -0.0027  0.0032
O  0.0081  0.0074  -0.0168
O  0.0036  0.0033  0.011
O  0.0019  -0.0025  -0.0325
O  -0.0043  0.004  0.0072
O  -0.0083  -0.0003  -0.0264
O  0.0016  0.0001  0.0085
O  0.0014  0.0041  -0.0219
O  -0.0027  -0.0036  -0.0134
O  0.0029  0.0099  -0.0332
O  0.0016  0.0004  0.0027
O  -0.0066  -0.0044  -0.0173
O  -0.0033  -0.0036  -0.0128
O  0.0002  -0.0003  0.0058
O  0.0045  -0.0012  -0.0082
O  -0.0111  -0.0044  0.019
O  -0.0021  0.0014  0.0108
O  -0.0001  -0.0019  -0.0031
O  0.0006  0.003  -0.0013
O  0.0062  0.0139  -0.0175
O  0.0048  0.0036  0.0415
O  0.0033  -0.0014  -0.0088
O  0.0057  0.0115  0.0289
O  0.0049  -0.0003  -0.0162
O  -0.0026  -0.003  0.0172
O  0.0006  -0.001  -0.005
O  -0.0036  0.0007  -0.0121
O  0.0024  -0.0133  -0.0192
O  0.0001  -0.0031  0.0013
O  0.0045  0.0017  -0.0071
O  0.0036  0.0124  0.0378
O  -0.0048  0.008  0.0224
O  0.001  0.0022  0.0008
O  0.0001  -0.0054  0.0202
O  -0.0045  0.0034  0.0124
O  0.0002  -0.0029  -0.0104
O  0.0002  0.0076  -0.0142
O  -0.0052  0.0091  0.0144
O  -0.0006  0.0037  0.0196
O  0.0066  -0.0026  0.0104
O  -0.0178  0.0059  -0.0014
O  0.0007  -0.0006  -0.0218
O  -0.0106  -0.0143  0.0316
O  -0.0129  -0.0024  -0.0212
O  0.0036  -0.0022  -0.0074
O  0.0042  -0.0007  -0.0099
O  0.0003  -0.0022  -0.0125
O  0.0034  -0.0016  -0.0224
O  -0.0102  0.0031  -0.0168
O  -0.0159  0.0039  -0.031
O  0.0067  -0.0044  -0.0194
O  0.0066  0.0003  0.0198
O  0.0042  0.0086  0.0245
O  -0.0051  0.0106  -0.0209
O  0.0121  0.0092  0.0298
O  -0.0047  -0.0049  -0.0103
O  0.0021  -0.0028  0.0041
O  -0.0006  0.0009  0.0044
O  0.0167  -0.0142  0.0364
O  -0.0023  -0.0005  0.0054
O  0.0038  -0.0041  -0.0118
O  -0.0061  0.0068  -0.0153
O  0.0006  -0.0036  -0.01
O  0.0044  0.0013  0.0061
O  -0.0039  -0.0044  0.026
O  0.0015  -0.0073  -0.0209
O  0.0102  0.0028  -0.0242
O  -0.0038  0.0016  -0.0116
O  -0.0082  -0.0088  0.0139
O  0.0035  -0.0136  0.0198
O  0.0006  -0.0003  -0.0018
O  -0.0012  -0.0054  0.0099
O  -0.0021  -0.0193  -0.0381
O  -0.0024  0.0025  -0.0053
O  0.0085  0.0082  -0.0214
O  0.0044  -0.0045  0.0126
O  0.0032  -0.002  -0.0196
O  -0.0002  0.0003  0.0208
O  -0.0031  0.0002  -0.0123
O  -0.0013  -0.0022  0.0065

The program warned: the cutoff lies below the one the program advises for these potential files; the forces do not sum to zero within the program's tolerance; empty levels may hold ghost states of the PAW files; the exchange-correlation potential is rough where the density is thin.
